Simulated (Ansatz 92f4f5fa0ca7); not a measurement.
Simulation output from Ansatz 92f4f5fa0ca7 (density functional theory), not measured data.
Periodic cell of 434 atoms, Si262O172, from a study of silicon, its oxide and their interface. The atomic structure is a simulated model.
Doubt: the cutoff is far below the 930 eV that the study's wrapper takes by default for these files, so forces and energies are approximate.

Settings
functional: PBE
potential files: Ansatz PAW
basis: plane waves
wave-function cutoff: 430 eV
density cutoff ratio: 5
exchange-correlation grid ratio: 1
k mesh: 1 x 1 x 1, Gamma-centred
self-consistency stop: 5e-08 eV per atom in the density residual
occupations: fixed
spin: none
net charge: 0

Cell vectors (angstrom)
a 15.4687 0 0
b 0 15.4687 0
c 0 0 31.0016

Atoms and the computed forces on them: element, x, y, z (angstrom), force x, y, z (eV/angstrom)
Si 15.241 0.043 23.433 -0.003 0.003 0.019
Si 4.242 -0.016 23.443 0.001 0.004 0.005
Si 7.454 -0.021 23.468 0.004 0.003 -0.005
Si 12.101 -0.004 23.686 0.019 0.003 0.009
Si 15.127 3.835 23.485 -0.001 -0.002 0.005
Si 4.184 3.846 23.483 -0.002 0 0.004
Si 7.319 3.802 23.621 -0.002 -0.002 -0.001
Si 11.982 3.759 23.568 0.004 -0.003 0.005
Si 15.061 7.836 23.554 0.004 -0.002 -0.003
Si 4.21 7.842 23.645 0.011 0.006 0.019
Si 7.329 7.811 23.682 -0.017 0.009 0.013
Si 11.907 7.75 23.504 -0.002 -0.002 -0.009
Si 0.256 11.655 23.369 0 0.002 0.004
Si 3.459 11.711 23.466 -0.004 0.002 0.004
Si 8.038 11.761 23.466 0 -0.004 0.006
Si 11.224 11.46 23.493 -0.003 0 -0.005
Si 0.02 1.939 24.836 -0.008 -0.005 -0.001
Si 3.909 1.915 24.804 0.005 -0.002 -0.004
Si 7.703 1.883 24.883 -0.002 -0.002 -0.005
Si 11.717 1.906 24.985 0.005 -0.001 0
Si -0.034 5.821 24.773 -0.004 -0.001 -0.005
Si 3.853 5.806 24.809 0.007 0.001 -0.002
Si 7.687 5.796 24.86 -0.005 0.001 0.002
Si 11.609 5.769 24.786 0.004 -0.003 -0.004
Si -0.075 9.764 24.829 0.001 0.005 -0.006
Si 3.84 9.787 24.868 0.009 -0.005 -0.005
Si 7.649 9.799 24.846 -0.004 -0.002 -0.004
Si 11.519 9.617 24.905 -0.001 0.005 0
Si 0.04 13.561 24.765 -0.005 0.004 -0.004
Si 3.859 13.577 24.845 -0.001 -0.004 -0.002
Si 7.785 13.59 24.891 0.001 -0.002 -0.003
Si 11.666 13.441 24.798 0.009 0.003 0.003
Si 1.966 1.93 26.182 -0.003 0.001 -0.003
Si 5.791 1.91 26.25 -0.004 0.006 -0.001
Si 9.682 1.927 26.209 0.002 0.001 -0.002
Si 13.624 1.936 26.297 0.005 -0.003 -0.003
Si 1.907 5.802 26.171 0.003 0 -0.001
Si 5.765 5.792 26.235 -0.002 0.006 -0.006
Si 9.666 5.795 26.179 -0.002 0 -0.001
Si 13.527 5.799 26.204 0 -0.001 -0.002
Si 1.884 9.672 26.203 0.002 0.001 0
Si 5.758 9.731 26.242 -0.003 -0.011 -0.001
Si 9.585 9.656 26.231 -0.003 0.001 -0.002
Si 13.487 9.704 26.228 0 0 0.003
Si 1.931 13.563 26.209 0 0.001 -0.005
Si 5.811 13.515 26.211 -0.003 0.002 0.002
Si 9.735 13.557 26.213 0 -0.004 -0.001
Si 13.583 13.501 26.188 -0.002 0.006 -0.006
Si 1.934 0 27.583 -0.051 0.154 -0.037
Si 5.801 0 27.583 -0.126 -0.299 0.143
Si 9.668 0 27.583 0.171 0.072 0.083
Si 13.535 0 27.583 0.135 -0.393 0.084
Si 1.934 3.867 27.583 0.013 0.025 -0.328
Si 5.801 3.867 27.583 -0.072 -0.103 0.155
Si 9.668 3.867 27.583 0.004 0.03 -0.186
Si 13.535 3.867 27.583 0.191 0.275 0.292
Si 1.934 7.734 27.583 -0.102 -0.059 -0.249
Si 5.801 7.734 27.583 -0.102 0.165 -0.111
Si 9.668 7.734 27.583 -0.192 -0.189 -0.058
Si 13.535 7.734 27.583 0.011 0.067 -0.154
Si 1.934 11.602 27.583 -0.069 0.088 -0.169
Si 5.801 11.602 27.583 -0.033 0.282 0.476
Si 9.668 11.602 27.583 0.032 0.079 -0.094
Si 13.535 11.602 27.583 0.056 0.13 0.256
Si 0 0 28.951 -0.019 -0.052 0.016
Si 3.867 0 28.951 0.021 -0.059 0.007
Si 7.734 0 28.951 -0.015 -0.057 -0.028
Si 11.602 0 28.951 -0.029 0.026 -0.002
Si 0 3.867 28.951 -0.061 0.064 0.017
Si 3.867 3.867 28.951 0.032 0.003 -0.007
Si 7.734 3.867 28.951 -0.027 0.013 -0.022
Si 11.602 3.867 28.951 0.009 -0.026 -0.023
Si 0 7.734 28.951 0.017 -0.008 -0.01
Si 3.867 7.734 28.951 0.032 0.038 -0.02
Si 7.734 7.734 28.951 0.029 -0.069 -0.005
Si 11.602 7.734 28.951 0.025 0.037 -0.03
Si 0 11.602 28.951 -0.017 -0.004 0.003
Si 3.867 11.602 28.951 0.055 0.061 0
Si 7.734 11.602 28.951 -0.026 0.085 -0.009
Si 11.602 11.602 28.951 0.018 0.072 -0.014
Si 0 1.934 30.318 -0.017 -0.002 0.002
Si 3.867 1.934 30.318 -0.03 -0.003 -0.017
Si 7.734 1.934 30.318 0.014 -0.001 -0.007
Si 11.602 1.934 30.318 0.03 -0.009 0.003
Si 0 5.801 30.318 0.05 -0.002 0.004
Si 3.867 5.801 30.318 -0.021 -0.015 -0.012
Si 7.734 5.801 30.318 -0.032 0.008 0.006
Si 11.602 5.801 30.318 -0.009 -0.003 -0.019
Si 0 9.668 30.318 0.024 0.01 -0.001
Si 3.867 9.668 30.318 -0.035 0.009 -0.014
Si 7.734 9.668 30.318 0.021 0.01 -0.009
Si 11.602 9.668 30.318 0.008 0.017 -0.009
Si 0 13.535 30.318 0.031 0.003 0.017
Si 3.867 13.535 30.318 -0.068 0.003 0.008
Si 7.734 13.535 30.318 0.012 -0.023 0.016
Si 11.602 13.535 30.318 -0.02 -0.044 -0.001
Si 1.934 1.934 0.683 0.046 -0.001 0
Si 5.801 1.934 0.683 -0.048 -0.003 -0.008
Si 9.668 1.934 0.683 0.034 0.001 0.005
Si 13.535 1.934 0.683 -0.008 0.004 0.01
Si 1.934 5.801 0.683 0.036 0.026 0.017
Si 5.801 5.801 0.683 -0.016 -0.006 0.003
Si 9.668 5.801 0.683 -0.006 -0.01 0
Si 13.535 5.801 0.683 -0.019 -0.012 0.001
Si 1.934 9.668 0.683 0.048 -0.017 0.008
Si 5.801 9.668 0.683 -0.046 0.001 -0.004
Si 9.668 9.668 0.683 0.009 -0.003 0.001
Si 13.535 9.668 0.683 0.012 -0.002 0.004
Si 1.934 13.535 0.683 0.041 -0.001 0.014
Si 5.801 13.535 0.683 -0.004 -0.003 -0.01
Si 9.668 13.535 0.683 0.033 0.045 -0.003
Si 13.535 13.535 0.683 -0.044 0.023 -0.012
Si 1.934 0 2.051 -0.039 -0.024 0.022
Si 5.801 0 2.051 0.036 0.025 0.001
Si 9.668 0 2.051 -0.029 -0.085 0.01
Si 13.535 0 2.051 0.057 -0.057 -0.021
Si 1.934 3.867 2.051 -0.061 -0.045 -0.009
Si 5.801 3.867 2.051 0.01 -0.023 0.007
Si 9.668 3.867 2.051 -0.044 0.017 -0.011
Si 13.535 3.867 2.051 -0.012 0.052 -0.001
Si 1.934 7.734 2.051 -0.05 0.027 0.009
Si 5.801 7.734 2.051 0.014 -0.002 0.012
Si 9.668 7.734 2.051 -0.021 0.047 0.022
Si 13.535 7.734 2.051 0.03 0.009 0.015
Si 1.934 11.602 2.051 -0.029 -0.027 0.031
Si 5.801 11.602 2.051 0.056 0.033 -0.004
Si 9.668 11.602 2.051 0.002 -0.056 0.031
Si 13.535 11.602 2.051 0.009 -0.019 0.004
Si 0 0 3.418 -0.168 -0.277 -0.413
Si 3.867 0 3.418 0.035 -0.107 0.216
Si 7.734 0 3.418 -0.018 0.038 -0.296
Si 11.602 0 3.418 -0.003 -0.025 0.065
Si 0 3.867 3.418 0.171 0.005 -0.259
Si 3.867 3.867 3.418 0.045 -0.084 0.168
Si 7.734 3.867 3.418 0.07 -0.046 -0.265
Si 11.602 3.867 3.418 0.065 0.192 -0.018
Si 0 7.734 3.418 0.082 -0.031 -0.247
Si 3.867 7.734 3.418 0.103 0.066 0.326
Si 7.734 7.734 3.418 -0.035 0.187 0
Si 11.602 7.734 3.418 -0.022 0.081 0.259
Si 0 11.602 3.418 0.038 -0.043 0.032
Si 3.867 11.602 3.418 0.023 0.067 0.395
Si 7.734 11.602 3.418 -0.227 -0.059 -0.072
Si 11.602 11.602 3.418 0.074 -0.28 0.065
Si -0.019 1.908 4.72 -0.006 0.016 -0.001
Si 3.883 1.921 4.802 -0.006 -0.003 0.001
Si 7.775 1.932 4.755 0.005 0.007 0.001
Si 11.61 1.951 4.77 -0.003 0.003 0.006
Si 0.078 5.8 4.754 0.007 -0.004 0.01
Si 3.917 5.791 4.803 -0.005 -0.004 0.002
Si 7.786 5.798 4.749 -0.001 0 0.009
Si 11.646 5.805 4.808 -0.003 0.003 0.003
Si -0.002 9.646 4.775 0.001 0.001 0.003
Si 3.886 9.675 4.832 -0.002 -0.001 -0.001
Si 7.688 9.683 4.807 0.002 0.001 0
Si 11.593 9.664 4.84 0.001 -0.002 -0.002
Si -0.022 13.538 4.783 0.004 -0.02 -0.003
Si 3.828 13.543 4.844 -0.003 0.001 0
Si 7.666 13.545 4.752 0.001 -0.006 0
Si 11.588 13.513 4.771 -0.002 -0.002 0
Si 1.885 1.831 6.081 0.013 0.004 -0.005
Si 5.863 1.915 6.134 -0.002 -0.002 0.001
Si 9.709 2.01 6.147 0 -0.009 0.004
Si 13.54 1.914 6.102 -0.002 -0.004 0.001
Si 1.996 5.775 6.18 -0.004 0.006 0.005
Si 5.884 5.782 6.138 0.006 0.008 0.002
Si 9.694 5.837 6.154 -0.004 -0.004 -0.001
Si 13.635 5.755 6.12 0.004 -0.006 -0.001
Si 1.927 9.646 6.158 -0.003 -0.008 -0.001
Si 5.787 9.685 6.29 0.005 0.006 0.004
Si 9.613 9.738 6.187 -0.003 0.002 0
Si 13.564 9.564 6.2 0.001 0.008 -0.002
Si 1.871 13.546 6.228 0.007 0.009 0.005
Si 5.774 13.555 6.218 0 -0.005 0.002
Si 9.616 13.545 6.052 0.003 0.011 0.001
Si 13.502 13.445 6.147 -0.003 0.002 0.009
Si 1.465 0.017 7.578 0.008 -0.008 0.02
Si 6.263 0.028 7.502 0.006 -0.004 0.012
Si 9.453 0.016 7.344 0.015 0.005 -0.011
Si 13.751 -0.044 7.376 -0.039 0.005 0.005
Si 1.591 3.747 7.333 -0.007 0.003 0.001
Si 6.257 3.828 7.424 0.009 0.004 0.003
Si 9.415 3.934 7.523 0.004 0.002 -0.01
Si 13.929 3.824 7.432 0.003 0 -0.007
Si 1.768 7.717 7.527 0.002 0 -0.015
Si 6.171 7.671 7.518 0.003 -0.002 -0.013
Si 9.331 7.776 7.446 -0.004 -0.003 0.001
Si 14.06 7.607 7.496 0.006 -0.004 0.011
Si 1.52 11.569 7.465 -0.007 -0.001 0.011
Si 6.054 11.672 7.627 0.002 -0.001 -0.005
Si 9.228 11.718 7.473 -0.011 0.001 0.009
Si 13.827 11.501 7.49 -0.007 -0.002 -0.008
O 0.044 3.821 7.943 0.001 0.003 0.005
O 7.821 3.884 7.995 -0.005 -0.004 0
O 0.177 7.718 7.969 0.001 -0.002 0.001
O 7.761 7.724 8.006 -0.003 0.002 0.002
O -0.153 -0.008 7.856 0.002 -0.013 -0.023
O 7.878 -0.008 7.792 0 0.006 -0.006
O 5.851 -0.024 22.979 0.003 0.002 0.003
O 13.628 0.002 23.009 0.001 -0.004 -0.014
O 13.54 3.819 22.986 -0.001 0.007 -0.002
O 5.775 3.869 23.006 0.001 -0.002 -0.001
O 9.634 11.601 22.971 0.001 -0.001 0
O 1.873 11.625 22.927 0 -0.005 -0.001
O 5.775 7.783 23.093 0 -0.007 -0.015
O 13.492 7.794 23.001 -0.001 -0.002 0.009
O -0.059 11.557 8.011 0 0.009 -0.002
O 7.666 11.669 8.074 -0.006 -0.002 -0.004
O 5.13 11.807 9.02 -0.004 0.002 0.001
O 10.219 12.001 8.762 0.006 -0.007 -0.003
O 10.257 -0.042 8.775 0.007 0.003 0.009
O 5.328 3.645 8.771 -0.007 0.006 0
O 2.503 11.519 8.783 0.001 0.005 -0.007
O 2.665 7.76 8.933 0.013 -0.014 0.009
O 5.712 0.096 9.062 0.003 0.002 -0.003
O 12.834 11.416 8.81 0 0 0.001
O 2.024 15.614 9.14 0 -0.008 0
O 13.007 3.862 8.792 -0.002 0 0.002
O 2.616 3.366 8.558 0.016 0.013 0.002
O 13.291 7.323 8.922 0.001 0.006 0
O 10.37 7.766 8.728 -0.002 0.003 0.002
O 5.293 7.466 8.905 -0.008 -0.004 0.005
O 10.34 4.031 8.9 0 -0.002 0.002
O 12.896 -0.037 8.78 -0.003 0.001 0.016
O 4.399 11.947 22.128 0.004 0 -0.001
O 0.679 0.116 22.033 0.005 -0.001 -0.002
O 3.274 3.674 22.098 -0.002 0.005 0.001
O 7.078 12.178 22.165 -0.005 -0.002 -0.003
O 14.782 11.738 21.982 -0.002 -0.002 0.001
O 11.032 0.231 22.488 -0.015 -0.003 -0.002
O 8.299 3.468 22.337 0.003 0.007 0.001
O 8.339 7.985 22.405 0.014 -0.003 -0.005
O 11.008 3.531 22.25 -0.006 0.006 -0.002
O 8.424 15.325 22.113 -0.007 0.002 0.005
O 10.997 7.871 22.115 0.002 -0.005 0.004
O 3.327 15.351 22.055 0 0.001 0.001
O 0.539 8.079 22.211 -0.004 -0.004 0.003
O 3.254 8.101 22.328 -0.01 -0.004 -0.006
O 0.575 3.649 22.108 0.003 0.006 0
O 12.213 11.081 22.213 0.003 0.006 -0.001
Si 12.392 2.407 14.604 0.001 -0.001 -0.001
Si 14.411 9.994 12.057 0 0.001 -0.002
Si 10.079 1.197 15.694 -0.002 0 0.001
Si 2.075 0.998 13.072 -0.004 0.002 0.001
Si 2.359 9.131 16.262 0.004 -0.001 0
Si 12.008 10.409 14.13 0 -0.001 0.001
Si 9.799 10.716 18.556 0.003 -0.002 0.002
Si 6.897 7.702 17.74 -0.001 -0.002 0
Si 5.722 12.274 21.232 -0.001 0 0.002
Si 13.382 11.5 21.133 0.001 -0.001 0
Si 1.914 4.326 21.452 0.001 -0.005 0.001
Si 11.692 3.539 9.693 0 0.002 0
Si 3.278 10.977 12.725 0.027 -0.007 -0.01
Si 4.561 2.094 11.964 0 -0.003 0.005
Si 2.148 14.593 10.422 0.002 0.007 0.003
Si 6.947 1.85 18.492 -0.001 -0.002 -0.001
Si 5.675 11.723 14.277 -0.027 0.002 -0.02
Si 1.936 7.47 21.631 0.004 0.002 0.001
Si 11.654 5.836 17.109 0.001 0.001 0
Si 10.554 8.375 10.235 0.002 -0.001 0.001
Si 15.256 13.029 11.677 -0.002 0.004 -0.001
Si 9.613 4.094 21.615 0.001 0 -0.002
Si 12.992 8.391 16.147 -0.003 -0.001 0
Si 7.483 13.364 12.357 0.002 -0.001 0.002
Si 7.412 2.622 11.997 0.001 0.001 0.002
Si 9.558 7.277 21.609 -0.001 0 -0.003
Si 11.443 11.423 9.672 -0.001 0.005 0.002
Si 4.091 3.618 17.158 -0.001 0.002 -0.003
Si 5.335 8.756 15.183 -0.001 0 0
Si 0.095 8.257 14.305 0.002 -0.002 -0.001
Si 7.651 0.537 14.119 0.001 -0.001 0.002
Si 11.849 14.77 17.235 -0.002 -0.001 0
Si 15.34 2.878 13.714 0.002 -0.001 -0.001
Si 9.77 7.796 18.571 0.001 0 0.001
Si 8.681 5.278 12.93 -0.001 -0.002 0.001
Si 9.902 15.355 21.396 -0.003 -0.002 -0.003
Si 5.156 1.226 15.845 -0.001 -0.004 -0.003
Si 14.356 0.899 18.094 0 -0.003 0
Si 6.369 0.226 10.557 -0.002 -0.002 -0.007
Si 9.822 2.275 19.259 0.001 -0.001 -0.003
Si 3.869 3.852 9.462 -0.009 0.004 0.013
Si 11.823 13.227 14.796 0.003 0.002 -0.001
Si 5.47 14.85 19.239 0 -0.001 0.001
Si 9.004 11.006 13.297 0.001 0.002 -0.003
Si 6.727 4.717 17.871 -0.001 0.002 0
Si 13.387 7.586 10.526 -0.001 -0.002 -0.004
Si 11.572 0.371 9.632 -0.003 -0.002 -0.008
Si 6.67 10.475 18.906 -0.003 0 0.002
Si 1.482 4.69 18.314 -0.001 0.002 0
Si 3.93 7.025 9.693 -0.008 -0.018 0.013
Si 1.234 12.562 14.246 -0.002 0.007 0.002
Si 2.612 14.871 15.664 -0.001 -0.001 -0.002
Si 12.26 13.718 11.672 -0.002 0.004 -0.003
Si 0.757 2.452 16.665 0.001 0.002 -0.005
Si 11.289 13.048 19.759 -0.001 0 0.003
Si 3.098 1.491 18.774 -0.002 0.002 0
Si 1.195 7.694 18.712 0.001 -0.002 -0.001
Si 2.015 0.038 21.081 -0.004 0 0.002
Si 11.668 4.762 12.664 0 -0.001 -0.001
Si 12.556 3.102 17.793 0.001 0.001 0
Si 4.877 8.279 12.359 -0.019 0.004 -0.004
Si 3.678 12.126 9.737 0.008 -0.001 0.014
Si 9.199 4.31 15.855 -0.001 0.001 0.001
Si 9.175 12.283 15.985 0.001 0.001 0.002
Si 14.442 5.79 12.79 0.003 -0.002 0
Si 7.932 8.251 12.093 0.001 0 -0.002
Si 6.472 12.821 16.98 -0.001 0.002 0.003
Si 0.567 11.593 16.996 -0.001 0.002 0.001
Si 14.169 9.693 18.576 -0.003 0 0.001
Si 1.144 14.273 18.519 0.002 -0.002 0
O 13.765 2.356 18.648 -0.006 -0.007 -0.005
O 12.557 14.202 15.872 -0.007 0 0
O 10.638 0.352 16.976 0.001 -0.005 -0.007
O 0.878 13.55 10.568 -0.002 0.003 0.001
O 0.763 1.914 12.737 0.001 0 0.005
O 8.438 11.444 14.784 0.012 0.005 0.008
O 1.945 14.726 17.155 -0.004 -0.003 -0.001
O 7.049 14.232 11.002 -0.003 0.001 0.007
O 5.389 4.574 16.953 0.001 -0.001 0.007
O 5.538 13.743 20.473 0 0 -0.004
O 11.794 7.589 11.003 0.001 0.004 -0.006
O 6.223 7.908 16.265 -0.003 0.001 0.003
O 8.306 9.568 12.99 -0.005 -0.003 0
O 6.126 0.929 14.564 0.001 0.003 0
O 2.79 4.619 17.294 0 -0.006 0.004
O 2.461 13.421 14.917 -0.007 0.003 -0.002
O 9.207 7.548 20.064 0.004 -0.001 -0.001
O 11.545 15.036 11.043 0.003 -0.004 -0.004
O 8.572 1.806 18.316 -0.005 0.004 0.008
O 8.704 0.427 15.336 0 0.003 -0.005
O 11.917 4.292 11.118 -0.002 0 0.002
O 4.075 7.352 11.284 0.009 0.002 -0.011
O 7.733 14.521 13.467 -0.006 -0.003 -0.008
O 10.594 10.708 13.394 -0.005 0.001 0.001
O 1.551 8.511 14.983 -0.003 0.004 0.003
O 14.991 11.418 11.524 0.001 0.001 0.002
O 5.827 11.048 20.164 0.005 0.002 -0.002
O 1.786 11.287 13.348 0.014 0.007 -0.005
O 7.367 1.576 10.685 -0.007 0.002 0.01
O 9.565 5.685 21.879 0 -0.001 -0.001
O 3.923 9.195 15.865 0.005 -0.011 0
O 4.13 11.759 13.841 0.005 -0.024 -0.029
O 13.625 10.346 19.981 0.001 0.002 -0.002
O 1.906 4.208 19.825 -0.002 0.005 -0.002
O 0.769 12.728 18.166 0 0.002 -0.004
O 10.039 1.065 20.303 -0.002 0 -0.003
O 0.736 3.044 15.124 -0.003 -0.003 0.003
O 11.565 1.95 9.989 0.002 0.003 -0.001
O 6.354 12.318 12.907 -0.016 -0.003 0.009
O 6.36 8.558 11.663 -0.005 -0.003 0.005
O 12.461 11.737 14.969 -0.004 -0.001 -0.006
O 1.911 5.879 21.927 -0.001 -0.001 -0.005
O 4.146 -0.073 15.891 0 0.006 0
O 10.263 5.573 12.686 -0.004 -0.003 0
O 5.81 12.794 15.497 0.001 -0.006 -0.002
O 6.047 10.164 14.684 -0.01 -0.002 0.002
O 11.146 2.565 18.384 0.003 0.006 0.001
O 9.085 8.206 10.93 -0.003 0 0.002
O 8.109 4.618 17.02 -0.001 -0.003 -0.001
O 12.588 4.734 17.889 -0.003 -0.005 -0.004
O 12.65 2.778 16.183 0.001 0 -0.001
O 8.27 10.681 19.117 -0.002 0 -0.003
O 13.01 8.956 17.686 0.011 0.001 -0.003
O 15.125 4.298 12.907 -0.002 0.003 0.002
O 1.859 0.41 14.596 0.005 -0.005 -0.001
O 9.656 2.755 15.916 0.001 -0.002 -0.002
O 11.909 9.162 15.181 0.004 0.001 0
O 8.477 4.708 14.447 0.003 0 -0.001
O 5.172 7.732 13.891 0 0.003 -0.006
O 14.069 9.059 10.763 0 -0.003 0.003
O 3.652 5.433 9.702 0.004 0.004 -0.01
O 10.246 13.256 15.249 0.002 -0.003 0.002
O 13.866 13.828 11.415 -0.003 -0.003 0
O 4.023 0.111 18.88 0.006 0.009 0.001
O 2.187 8.128 17.518 -0.004 0.003 -0.002
O 6.495 0.651 19.544 -0.005 0.001 -0.007
O 15.488 9.237 13.01 -0.008 -0.004 0
O 9.906 11.269 17.024 -0.006 0.003 -0.001
O 14.734 10.82 17.555 0.001 -0.003 0.001
O 2.201 1.418 20.158 0.004 -0.014 -0.004
O 10.549 5.193 16.097 -0.002 -0.003 0.002
O 9.523 3.686 20.045 0.001 -0.004 0.003
O 12.87 5.71 13.244 0.001 -0.002 -0.006
O 3.81 2.933 10.791 0 0.02 -0.015
O 4.2 2.577 15.867 0.006 0.001 0.005
O 8.52 7.803 17.517 -0.004 -0.002 0.004
O 13.051 10.153 12.925 0.001 -0.002 0.001
O 3.507 11.447 11.194 0.002 -0.002 0.035
O 3.49 13.725 10.031 -0.008 -0.012 -0.004
O 0.774 6.147 18.413 0.004 0.002 0.001
O 11.668 12.367 10.976 0.001 0 -0.003
O 11.956 13.73 13.267 -0.001 -0.002 0
O 8.765 12.291 12.246 0 -0.005 0
O 5.858 14.005 17.894 0 -0.003 0.001
O 2.089 7.798 20.06 -0.005 -0.001 -0.002
O 15.335 8.601 18.906 -0.003 0.003 -0.004
O 10.651 11.562 19.639 0 0.004 -0.004
O 8.071 13.137 16.822 -0.004 -0.005 -0.002
O 11.308 13.612 18.233 0 0.002 0.001
O 15.339 6.723 13.786 -0.002 0.005 -0.002
O 5.864 2.963 12.442 0 -0.009 -0.006
O 8.178 1.741 13.145 -0.005 -0.003 -0.001
O 6.683 3.44 18.924 0.007 0.001 -0.007
O 8.159 4.091 11.879 -0.001 -0.001 0.003
O 14.459 8.584 15.459 -0.002 0.001 0
O 12.606 6.811 16.218 -0.003 0.004 0.002
O 6.207 11.33 17.594 0.003 0.003 0.002
O 5.09 0.593 11.527 0.001 0.011 -0.002
O 2.095 1.804 17.448 -0.002 0 0.003
O 3.755 9.433 12.67 0.004 0.035 -0.016
O 0.309 13.411 13.191 0.001 -0.008 -0.003
O 12.808 12.876 20.399 -0.004 -0.007 0.004
O 14.333 6.455 11.277 -0.005 0 0.006
O 11.598 3.509 13.697 0.005 0.001 0
O 1.867 10.612 16.787 -0.005 -0.005 0.002
O 15.084 1.281 16.676 0.001 0.003 0.008
O 7.933 6.738 12.771 0.001 0.003 -0.005
O 10.875 6.663 18.265 -0.001 -0.001 -0.003
O 1.916 14.256 19.989 -0.006 0.007 -0.003
O 6.342 8.888 18.725 0.001 0.001 -0.003
O 6.614 6.248 18.469 0.002 -0.004 -0.008
O 4.139 2.744 18.584 -0.007 -0.004 -0.007
O 0.362 3.718 17.633 0.011 -0.001 -0.003
O 11.322 1.15 14.592 -0.003 0.006 0.009
O 6.224 1.445 17.079 -0.006 -0.002 0
O 11.005 9.942 10.177 -0.002 0.001 -0.001
O 10.28 13.927 20.698 0.003 0.005 -0.003
O 2.262 15.389 11.847 0.003 0.001 -0.001
O 3.457 1.883 13.142 -0.002 -0.003 -0.005
O 15.423 15.376 18.857 0.001 0 -0.005
O 10.476 9.248 18.529 -0.01 0 0
O 13.034 0.008 18.04 0 -0.001 0
O 13.875 2.163 13.949 -0.001 0.005 0.002
O 0.236 12.155 15.49 0.01 -0.001 -0.001

Results
free energy: -264117.584 eV
free energy less fixed offsets of O -462.48, Si -704.48 eV per atom: 2.736 eV

The program warned: the cutoff lies below the one the program advises for these potential files; the forces do not sum to zero within the program's tolerance; the exchange-correlation potential is rough where the density is thin.
